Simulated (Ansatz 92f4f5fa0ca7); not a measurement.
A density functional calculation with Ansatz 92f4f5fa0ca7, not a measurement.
Periodic cell of 215 atoms, Si133O82, from a study of silicon, its oxide and their interface. The atomic structure is a simulated model.
Doubt: the cutoff is far below the 930 eV that the study's wrapper takes by default for these files, so forces and energies are approximate.
This geometry differs little from another in the collection (a relaxation step or a small displacement).

Settings: functional PBE; potential files Ansatz PAW; basis plane waves; wave-function cutoff 580 eV; density cutoff ratio 5; exchange-correlation grid ratio 1; k mesh 1 x 1 x 1, Gamma-centred; self-consistency stop 5e-08 eV per atom in the density residual; occupations fixed; spin none; net charge 0.

Cell vectors (angstrom)
a 10.938 0 0
b 0 10.938 0
c 0 0 31.7968

Atoms and the computed forces on them: element, x, y, z (angstrom), force x, y, z (eV/angstrom)
Si 0.3573 -0.363 24.1005 0.0009 -0.0629 0.0602
Si 5.0002 0.5801 24.419 -0.0178 0.0349 0.017
Si 3.2089 2.3741 24.4052 0.0176 -0.0277 0.0223
Si 7.7304 3.3225 24.5192 -0.0248 -0.0014 0.0154
Si -0.4076 6.1223 24.2577 -0.0269 0.0312 0.0761
Si 5.8199 4.7916 24.3836 0.0416 0.0011 0.015
Si 2.2256 8.9342 24.4848 -0.0032 0.0457 0.2325
Si 8.5938 7.7231 24.5837 -0.0424 -0.0445 -0.0499
Si 1.3277 1.3725 25.4727 0.0068 0.0164 -0.0106
Si 6.8189 1.4552 25.661 0.0149 0.015 -0.0305
Si 4.0989 4.0433 25.7872 -0.0159 -0.0102 -0.0032
Si 9.6022 4.2733 25.5741 0.0036 0.0105 -0.0205
Si 1.3435 6.9974 25.5936 -0.0276 -0.021 -0.0138
Si 6.7692 6.6891 25.6541 0.0071 0.0159 -0.0003
Si 4.0552 9.7628 25.7257 -0.0626 -0.0179 -0.015
Si 9.6232 9.5918 25.5779 -0.0025 0.0391 -0.0034
Si 2.644 0.1065 27.0573 0.0438 0.0004 0.0138
Si 8.2054 0.0086 26.947 -0.0008 -0.0026 0.0091
Si -0.0122 2.7714 26.9021 -0.0083 0.0042 0.0038
Si 5.4839 2.7279 27.1166 -0.008 -0.0075 0.0209
Si 2.6901 5.5268 26.968 0.0165 0.0184 -0.004
Si 8.1925 5.4608 27.0664 -0.0122 -0.0057 0.0071
Si -0.0142 8.2557 27.0458 0.0084 -0.0215 0.014
Si 5.4402 8.2217 26.9517 0.0054 -0.0126 0.0112
Si 4.1018 1.3673 28.3785 -0.2907 0.1378 0.651
Si 9.5708 1.3673 28.3785 0.0335 0.18 -0.6268
Si 1.3673 4.1018 28.3785 -0.0923 0.041 -0.5357
Si 6.8362 4.1018 28.3785 0.2775 -0.1202 0.7509
Si 4.1018 6.8362 28.3785 -0.1254 0.203 -0.352
Si 9.5708 6.8362 28.3785 -0.1449 0.2757 0.2177
Si 1.3673 9.5708 28.3785 -0.024 0.2335 0.3998
Si 6.8362 9.5708 28.3785 0.0777 -0.0808 -0.5062
Si 0 0 29.7458 0.0882 -0.0587 0.0174
Si 5.469 0 29.7458 -0.1431 -0.0733 -0.0024
Si 2.7345 2.7345 29.7458 0.1901 0.0098 0.0388
Si 8.2035 2.7345 29.7458 -0.0515 0.0628 0.0489
Si 0 5.469 29.7458 -0.0343 -0.0468 -0.0162
Si 5.469 5.469 29.7458 0.1086 -0.0115 -0.0177
Si 2.7345 8.2035 29.7458 0.0675 0.054 0.0069
Si 8.2035 8.2035 29.7458 0.073 -0.032 0.0241
Si 1.3673 1.3673 31.113 -0.0428 0.078 -0.0023
Si 6.8362 1.3673 31.113 0.0497 -0.0004 -0.0292
Si 4.1018 4.1018 31.113 -0.0964 0.0366 0.008
Si 9.5708 4.1018 31.113 -0.0091 -0.0276 -0.0179
Si 1.3673 6.8362 31.113 0.0066 -0.002 -0.0403
Si 6.8362 6.8362 31.113 -0.0705 0.0323 0.0052
Si 4.1018 9.5708 31.113 0.0277 -0.0462 -0.0147
Si 9.5708 9.5708 31.113 -0.0826 0.0633 0.0051
Si 2.7345 0 0.6835 0.0961 -0.0551 -0.0222
Si 8.2035 0 0.6835 -0.0064 -0.032 0.036
Si 0 2.7345 0.6835 0.0094 0.0439 0.0178
Si 5.469 2.7345 0.6835 0.0592 -0.0528 0.0113
Si 2.7345 5.469 0.6835 0.0054 0.0544 0.0398
Si 8.2035 5.469 0.6835 0.0581 -0.0877 -0.017
Si 0 8.2035 0.6835 0.0359 -0.0391 0.0076
Si 5.469 8.2035 0.6835 -0.0267 0.0145 0.0259
Si 4.1018 1.3673 2.0507 -0.1648 0.0462 -0.0259
Si 9.5708 1.3673 2.0507 -0.0306 0.0198 -0.0148
Si 1.3673 4.1018 2.0507 0.0002 -0.1023 -0.0213
Si 6.8362 4.1018 2.0507 -0.0316 0.1422 -0.0245
Si 4.1018 6.8362 2.0507 0.0354 -0.0393 -0.023
Si 9.5708 6.8362 2.0507 -0.0911 -0.0031 -0.0019
Si 1.3673 9.5708 2.0507 0.0163 0.0796 -0.0052
Si 6.8362 9.5708 2.0507 -0.0537 -0.0464 -0.003
Si 0 0 3.418 0.0317 -0.0962 -0.0791
Si 5.469 0 3.418 0.1932 -0.2699 0.5207
Si 2.7345 2.7345 3.418 -0.1959 -0.3593 -0.8924
Si 8.2035 2.7345 3.418 0.1624 -0.2812 0.4447
Si 0 5.469 3.418 -0.1699 -0.0889 0.4269
Si 5.469 5.469 3.418 0.2576 0.202 -0.9584
Si 2.7345 8.2035 3.418 0.0778 0.1357 0.4208
Si 8.2035 8.2035 3.418 0.0236 -0.1217 -0.0034
Si 1.4013 1.3529 4.7561 0.0019 0.0084 -0.0246
Si 6.915 1.2793 4.8488 0.0006 -0.0024 -0.0078
Si 4.1552 4.0469 4.6119 -0.002 0.005 -0.0133
Si 9.5822 4.056 4.8575 -0.004 0.0032 -0.0071
Si 1.3562 6.8448 4.8086 0.0016 -0.0012 -0.0101
Si 6.8326 6.7907 4.7615 -0.0112 -0.0033 -0.0187
Si 4.136 9.5408 4.8721 -0.0037 0.0028 -0.0085
Si 9.6007 9.5336 4.7914 0.0043 0.0024 -0.0457
Si 2.7318 0.0105 6.195 0.0071 0.0004 0.008
Si 8.3067 -0.109 6.3047 -0.0015 0.0065 0.0311
Si 0.0773 2.6758 6.2098 0.0016 -0.0159 0.0164
Si 5.4238 2.6858 5.9994 0.0051 0.0032 0.0132
Si 2.8184 5.3868 5.9226 0.0041 -0.0019 0.036
Si 8.0839 5.3536 6.1794 -0.0065 -0.0083 0.009
Si -0.0343 8.1605 6.2426 0.0044 -0.019 0.0101
Si 5.5138 8.0985 6.2435 0.0195 0.0028 0.017
Si 3.6507 1.8981 7.322 -0.0483 0.0109 -0.0118
Si 10.2075 0.8351 7.4738 0.0126 -0.0224 -0.0319
Si 1.9526 3.672 7.2606 0.03 -0.014 -0.0159
Si 6.2228 4.3739 7.4018 -0.0169 0.0381 -0.0113
Si 4.5557 6.1812 7.2856 0.0102 -0.0334 -0.0193
Si 9.056 7.1058 7.375 -0.0061 0.0262 0.0243
Si 0.9988 9.9526 7.442 -0.0358 0.0178 0.0031
Si 7.3771 8.9203 7.4666 0.0122 -0.0142 -0.0245
O 6.2051 3.6823 8.955 -0.0012 -0.0164 0.0091
O 6.9985 9.1121 9.0979 0.0204 0.0014 0.0627
O 9.3178 6.378 8.8614 -0.0024 0.0085 0.0121
O 1.6536 9.4787 8.9122 0.0123 -0.0039 0.0266
O 4.2296 1.8154 8.8979 0.0147 -0.0013 0.0142
O 1.8453 4.3822 8.7782 -0.0025 0.0078 0.0079
O 10.0114 1.3685 9.0647 -0.0018 -0.0002 0.057
O 3.8787 6.2762 8.8099 -0.006 0.0025 0.0054
O 7.6923 8.3409 23.3279 -0.0081 -0.0412 -0.0428
O 8.1309 3.1245 22.9375 0.0011 -0.0046 -0.0359
O 5.282 4.5721 22.7803 -0.0299 -0.0091 -0.0189
O 2.9615 3.2047 22.946 -0.0047 0.0179 -0.0258
O 10.879 10.967 22.4917 -0.0179 0.0322 -0.0644
O 0.213 5.9248 22.7007 0.0217 -0.0087 -0.0606
O 3.006 8.749 23.0603 -0.0148 0.1186 -0.1496
O 5.5569 0.0862 22.9151 0.0064 0.0099 -0.0257
Si 9.1207 6.3165 10.4735 0.0089 0.0127 -0.0321
Si 1.5633 9.6487 10.5363 -0.0122 0.0063 -0.0348
Si 3.0258 10.7797 17.0074 0.0018 -0.0046 0.0082
Si -0.7813 7.6979 16.3946 -0.0028 -0.0005 0.0002
Si -1.2488 10.4355 15.2207 -0.005 -0.0038 -0.0004
Si 4.2227 3.6159 21.9494 -0.0005 -0.0073 0.0257
Si 8.1611 11.0969 12.5726 0.0088 -0.0038 -0.0136
Si 11.9462 1.5954 18.5902 -0.0045 0.0021 0.005
Si 5.006 2.9311 9.8277 -0.0146 0.0169 -0.0376
Si 2.9786 5.192 9.6546 0.017 -0.0183 -0.0339
Si 3.9931 0.9618 14.4554 0.0001 -0.0013 -0.0002
Si 10.0862 13.3144 16.3217 -0.0001 0.0005 0.0054
Si 8.0003 5.5541 20.2773 -0.0009 -0.0112 0.0144
Si 12.8388 2.8572 14.8765 -0.004 0.0033 0.0108
Si 3.6782 7.8517 21.9142 0.0781 -0.1047 0.014
Si 1.4147 9.1468 15.0346 -0.0066 -0.0007 -0.0009
Si 6.753 7.7546 18.4479 -0.0146 0.0078 0.0009
Si 8.488 -1.676 20.0892 0.0101 0.0139 0.0088
Si 7.5138 5.1103 12.5664 -0.0046 -0.006 0.0005
Si 5.0418 -4.1184 13.2643 0.0027 0.0002 -0.0017
Si -0.5249 7.1338 19.5383 0.0027 -0.0031 0.0052
Si 1.0056 6.743 11.5644 0 0.0017 -0.0095
Si 2.4658 15.078 19.5992 0.0019 0.0066 0.0133
Si 3.1274 4.9111 16.6883 -0.006 -0.0018 0.0051
Si 2.3943 5.5237 13.8822 -0.0076 0.0055 0.0034
Si 10.0806 0.3765 10.3645 0.0035 0.0037 -0.0531
Si 6.8898 7.7313 22.0597 0.0122 0.0191 0.0807
Si 8.2094 13.6046 21.3946 0.0029 0.0071 0.0522
Si 12.2317 6.0059 21.4701 -0.0057 -0.0143 0.0202
Si -2.3548 5.0434 15.361 0.0036 0.0013 -0.0016
Si 14.4711 9.4111 12.7437 -0.0055 0.0016 -0.0123
Si 4.4665 9.5775 19.5723 0.0071 -0.0088 -0.0494
Si 8.0155 9.1671 10.3785 -0.0056 -0.0109 -0.0583
Si 5.722 11.7909 21.4746 -0.0019 0.0248 0.0268
Si -0.5849 0.6242 21.0295 -0.0023 0.0101 0.0195
Si 6.0063 2.33 12.7052 0.0186 0.0179 -0.0156
Si 5.8593 6.2096 16.0685 -0.0017 -0.0043 0.0019
O 0.8689 -2.6138 11.1966 0.0003 -0.0032 0.0026
O 13.3771 12.3741 14.2997 0.0012 -0.0048 -0.0024
O 5.5271 2.1265 11.1507 0.009 -0.003 0.0321
O 5.2685 7.5486 22.2242 0.0522 0.0059 -0.0004
O 3.4891 8.7562 20.5807 -0.0136 0.0425 -0.0846
O -3.3114 6.3007 21.7001 -0.0091 0.0151 -0.0041
O 0.5874 0.6752 19.8857 0.0015 0.0003 -0.0037
O 3.9669 4.0876 10.3377 -0.0009 -0.0021 0.016
O -8.6976 6.0767 10.7679 -0.0118 0.009 0.0146
O 3.6537 10.3184 18.4052 0.0008 -0.0065 0.0082
O 4.1527 11.5274 16.0547 0.0013 -0.0008 0.0027
O 7.9542 8.8777 18.586 -0.0011 -0.0004 -0.0077
O 2.1343 2.6226 19.1525 -0.0043 -0.0055 -0.0006
O 13.948 9.8646 11.2596 0.0097 -0.0021 0.0159
O 2.4562 5.8476 15.5071 0.002 0.0027 0.003
O 13.7813 3.3777 16.1424 -0.0001 -0.0019 -0.0016
O 7.8088 3.94 20.4331 0 0.0014 -0.0001
O 9.3935 -1.0345 9.8646 -0.0103 0.0037 0.0197
O 9.5409 5.7582 19.7479 0.0049 0.0022 0.0044
O 9.6826 8.2472 20.4691 0.0023 -0.0012 0.0007
O -1.5631 6.3315 15.9799 -0.0067 -0.004 -0.0026
O 4.5758 8.1862 12.5222 0.0004 -0.005 0.0044
O 4.6939 5.3493 16.8235 0.0009 0.0009 0.001
O 9.7429 2.1389 21.1704 -0.0068 -0.0081 -0.0011
O 0.3382 10.361 14.8296 0.0043 0.0013 0.0003
O -1.8588 3.6439 16.063 -0.0002 -0.0013 0.0011
O 0.6695 10.9891 10.8255 0.0046 -0.0046 0.0128
O 7.1615 -2.0203 20.9754 -0.0132 -0.0213 0.0244
O 8.4312 7.7129 10.9518 -0.0014 0.0003 0.0066
O 4.3092 -0.3136 13.496 0.0007 0.0081 0.006
O -3.8277 12.1673 13.1294 -0.0064 0.0113 -0.0035
O 0.3648 13.5853 15.2942 -0.002 -0.0018 0.0016
O 3.843 4.2611 20.4871 -0.0017 0.0016 -0.0158
O 6.6033 7.3805 16.8989 0.009 0.0061 0.0138
O 2.8088 6.4568 21.9316 -0.0085 -0.0537 0.0012
O 7.0245 6.3141 19.2032 -0.008 0.0104 -0.0118
O 4.8114 2.1752 21.5194 0.0123 -0.0304 -0.0063
O 7.3863 10.0165 11.6152 0.0025 0.0001 0.0046
O 6.6327 3.7958 12.8169 -0.0014 -0.0073 -0.0078
O 0.574 7.8273 15.4946 0.0008 -0.0001 0.0003
O 1.7148 11.6785 17.3934 0.0022 -0.0013 -0.0037
O -0.3825 6.0357 11.1596 -0.0176 0.0035 -0.0038
O -4.482 6.3553 12.626 -0.002 -0.0087 0.0061
O 1.2849 6.4575 13.144 0.0079 -0.005 0.0103
O -7.0779 5.6945 13.1729 -0.0008 0.0047 0.0014
O 8.1703 5.1241 11.0663 -0.0048 0.0005 0.0168
O 12.8939 3.967 13.6881 -0.0016 -0.0039 -0.004
O 6.9845 16.0497 15.6693 -0.0028 0.001 -0.0032
O 2.2657 8.9436 13.6652 -0.0001 0.0005 0.0019
O 11.8549 7.0492 20.2708 -0.0051 0.0104 -0.0125
O 10.5579 7.5551 17.9787 -0.0015 0.0009 -0.0001
O 2.4881 -1.4634 16.2082 0.0041 0.0047 0.0048
O 7.2164 1.4017 21.1499 -0.0075 0.0014 0.0088
O 5.2804 10.7783 20.2979 0.0078 0.0188 0.0156
O 13.4656 15.9809 18.2176 -0.0003 0.0011 -0.0033
O 5.3607 8.4061 18.9147 0.0067 -0.0034 -0.0095
O -1.6063 9.1041 16.1244 -0.0038 -0.0048 0.0027
O 12.2532 4.5773 20.6795 0.0031 -0.0062 -0.0087
O -1.5504 11.8618 15.9809 -0.0006 0.0051 0
O 4.889 13.1372 13.8902 -0.007 -0.0022 0.009
O 8.6954 5.132 13.7181 -0.0095 -0.0018 -0.001
O 9.2723 0.9542 11.6529 -0.01 0.0006 0.0134
O 10.6474 13.2671 17.8762 -0.0002 0.0009 -0.0015
O 5.252 7.0876 14.8482 -0.0006 -0.0016 -0.002
O 8.8239 -0.5954 13.8436 -0.002 0.0037 0.0043
O -1.812 10.7086 20.3525 -0.007 -0.0107 -0.002

Results
free energy: -131182.694 eV
free energy less fixed offsets of O -568.88, Si -635.61 eV per atom: 1.596 eV

The program warned: the cutoff lies below the one the program advises for these potential files; the forces do not sum to zero within the program's tolerance; the exchange-correlation potential is rough where the density is thin.
